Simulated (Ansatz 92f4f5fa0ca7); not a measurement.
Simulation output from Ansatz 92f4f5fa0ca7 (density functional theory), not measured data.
Periodic cell of 416 atoms, Si264O152, from a study of silicon, its oxide and their interface. The atomic structure is a simulated model.
Doubt: the cutoff is far below the 930 eV that the study's wrapper takes by default for these files, so forces and energies are approximate.
This geometry differs little from another in the collection (a relaxation step or a small displacement).

Settings
functional: PBE
potential files: Ansatz PAW
basis: plane waves
wave-function cutoff: 580 eV
density cutoff ratio: 5
exchange-correlation grid ratio: 1
k mesh: 1 x 1 x 1, Gamma-centred
self-consistency stop: 5e-08 eV per atom in the density residual
occupations: fixed
spin: none
net charge: 0

Cell vectors (angstrom)
a 15.4687 0 0
b 0 12.8259 0
c 0 0 36.8268

Atoms: element, x, y, z (angstrom)
Si 0.0226 1.1563 34.1958
Si 3.9052 1.1411 34.1901
Si 7.7249 1.1824 34.1523
Si 11.6925 1.1445 34.1958
Si 1.9438 7.6001 34.1702
Si 5.817 7.5834 34.0498
Si 9.7068 7.5973 34.0434
Si 13.5691 7.5813 34.1314
Si 1.9336 5.247 34.5599
Si 5.8008 5.247 34.5599
Si 9.6679 5.247 34.5599
Si 13.5351 5.247 34.5599
Si 0 11.6599 34.5599
Si 3.8672 11.6599 34.5599
Si 7.7343 11.6599 34.5599
Si 11.6015 11.6599 34.5599
Si 0 4.664 35.7966
Si 3.8672 4.664 35.7966
Si 7.7343 4.664 35.7966
Si 11.6015 4.664 35.7966
Si 1.9336 11.0769 35.7966
Si 5.8008 11.0769 35.7966
Si 9.6679 11.0769 35.7966
Si 13.5351 11.0769 35.7966
Si 0 2.332 36.2088
Si 3.8672 2.332 36.2088
Si 7.7343 2.332 36.2088
Si 11.6015 2.332 36.2088
Si 1.9336 8.745 36.2088
Si 5.8008 8.745 36.2088
Si 9.6679 8.745 36.2088
Si 13.5351 8.745 36.2088
Si 1.9336 1.749 0.6188
Si 5.8008 1.749 0.6188
Si 9.6679 1.749 0.6188
Si 13.5351 1.749 0.6188
Si 0 8.162 0.6188
Si 3.8672 8.162 0.6188
Si 7.7343 8.162 0.6188
Si 11.6015 8.162 0.6188
Si 0 5.83 1.031
Si 3.8672 5.83 1.031
Si 7.7343 5.83 1.031
Si 11.6015 5.83 1.031
Si 1.9336 12.2429 1.031
Si 5.8008 12.2429 1.031
Si 9.6679 12.2429 1.031
Si 13.5351 12.2429 1.031
Si 1.9336 5.247 2.2678
Si 5.8008 5.247 2.2678
Si 9.6679 5.247 2.2678
Si 13.5351 5.247 2.2678
Si 0 11.6599 2.2678
Si 3.8672 11.6599 2.2678
Si 7.7343 11.6599 2.2678
Si 11.6015 11.6599 2.2678
Si 1.9336 2.915 2.68
Si 5.8008 2.915 2.68
Si 9.6679 2.915 2.68
Si 13.5351 2.915 2.68
Si 0 9.328 2.68
Si 3.8672 9.328 2.68
Si 7.7343 9.328 2.68
Si 11.6015 9.328 2.68
Si -3.7978 1.5085 29.76
Si 6.9745 5.5558 27.6869
Si 7.5178 3.5189 23.9446
Si 14.2033 4.055 26.1473
Si 4.6735 7.439 26.9729
Si 6.7326 11.0038 27.9666
Si 11.1191 7.5195 28.7176
Si 12.5946 5.1536 23.7329
Si -0.2212 9.4232 25.9309
Si 8.7603 0.4084 27.8817
Si 7.8501 1.8169 30.1293
Si 15.6353 4.6121 31.4712
Si 2.2662 8.715 19.1878
Si -3.5537 16.6525 29.2832
Si 5.8169 11.1599 31.2913
Si 11.2168 13.0241 27.9209
Si 0.1429 1.1985 29.6054
Si 0.5027 3.5143 29.4304
Si 3.7219 1.2722 29.6751
Si 15.6188 -2.0514 27.8414
Si 4.9867 14.8918 25.2513
Si 8.7568 7.5589 24.977
Si 9.7203 11.0394 31.1079
Si 20.3563 9.2978 25.1573
Si 4.2433 4.3701 27.3308
Si 5.7979 0.7291 30.7786
Si 4.9291 -0.7594 26.7936
Si 10.2261 5.2589 28.3395
Si 0.6062 6.8872 30.9758
Si 13.27 8.3841 27.9826
Si 7.7886 4.0387 31.1497
Si 14.2041 6.85 29.5001
Si 1.9353 0.5908 31.0159
Si 8.2431 5.7603 29.6322
Si 9.7598 0.6671 30.9693
Si 13.6205 0.691 30.8122
Si 3.0347 12.4927 28.0777
Si 3.7564 4.7478 31.1299
Si 5.9248 9.4778 29.6149
Si 12.1408 6.9763 30.8113
Si -1.3996 4.609 28.4456
Si 3.0958 7.0731 30.8069
Si 7.7845 8.0033 30.3764
Si 11.7048 4.7384 31.396
Si 1.9697 11.0883 31.2916
Si 9.5269 9.2744 29.3144
Si 3.8059 8.5231 28.9882
Si 13.5278 11.152 31.1273
Si 2.0618 4.0215 32.6199
Si 5.7597 4.1198 32.4089
Si 9.72 4.0233 32.5363
Si 13.6119 4.0652 32.5594
Si -0.015 10.5002 32.4281
Si 3.8931 10.5171 32.5177
Si 7.7917 10.6068 32.4743
Si 11.6305 10.5496 32.4332
Si 1.9676 1.7287 33.0363
Si 5.7627 1.7833 32.9027
Si 9.7578 1.7175 33.055
Si 13.6122 1.7428 32.9274
Si 0.0382 8.1672 32.8936
Si 3.8181 8.1682 32.847
Si 7.7665 8.2571 32.7805
Si 11.7065 8.2117 32.8175
Si 0 2.332 3.9167
Si 3.8672 2.332 3.9167
Si 7.7343 2.332 3.9167
Si 11.6015 2.332 3.9167
Si 1.9336 8.745 3.9167
Si 5.8008 8.745 3.9167
Si 9.6679 8.745 3.9167
Si 13.5351 8.745 3.9167
Si 1.9548 6.4054 4.4246
Si 5.7112 6.4062 4.3705
Si 9.6275 6.4063 4.4073
Si 13.5814 6.4264 4.36
Si -0.0757 12.8007 4.2772
Si 3.8399 12.8245 4.2926
Si 7.8186 12.845 4.2741
Si 11.5151 12.8303 4.3059
Si 0.0334 5.9532 5.7437
Si 3.8517 5.8003 5.8077
Si 7.5986 5.8844 5.6512
Si 11.6427 5.7892 5.5593
Si 1.8571 12.1673 5.4186
Si 5.8702 12.2072 5.3178
Si 9.6384 12.2874 5.6728
Si 13.434 12.0767 5.3873
Si -0.0923 3.5365 5.9597
Si 3.7678 3.4003 6.1202
Si 7.6302 3.5454 5.9778
Si 11.6141 3.439 5.8828
Si 1.9628 9.887 6.0576
Si 5.8751 9.9693 5.9418
Si 9.8118 9.8987 5.9295
Si 13.5082 9.7963 6.0432
Si 2.2104 8.9972 11.8674
Si 3.6161 1.472 10.8002
Si 13.035 -1.746 13.8985
Si 13.4865 2.702 7.1116
Si -0.0206 9.6021 7.3925
Si 5.2103 8.5121 8.5435
Si 10.9191 10.6431 9.2126
Si 11.5839 6.6569 7.7669
Si 3.2073 6.7409 13.6059
Si 0.0721 7.1271 7.9519
Si 9.48 12.8041 14.7843
Si 12.4509 1.3625 10.4368
Si 1.6736 15.5841 7.2437
Si 7.5696 12.5657 8.8084
Si 9.6398 15.8868 7.0782
Si 12.776 16.4779 9.1397
Si -3.4834 4.3413 13.2057
Si 5.8166 0.415 7.3613
Si 5.9802 3.258 9.5459
Si 15.2609 11.9835 8.5073
Si -1.2793 12.5183 10.6071
Si 3.4625 11.8058 12.4474
Si 7.9145 9.2347 7.0564
Si 9.4924 13.6143 7.7191
Si -1.8729 6.0199 8.9175
Si 8.8283 3.4358 10.8478
Si 7.0314 7.0976 7.6789
Si 11.5632 9.1926 7.3798
Si -3.9793 12.9187 8.6742
Si 6.4579 11.4542 11.3619
Si 6.8284 9.3778 10.2966
Si 12.539 10.7039 10.9858
Si 0.947 4.6542 14.3791
Si -0.4811 8.8006 13.3846
Si 3.7589 -0.329 8.1907
Si 7.7322 -2.2621 13.9162
Si 7.2179 14.9717 15.3393
Si 10.5188 6.8652 12.4288
Si 4.0034 6.515 8.2051
Si 16.9002 3.7944 10.2666
Si -1.9992 0.3179 7.4115
Si 0.1434 -0.4738 16.1627
Si 10.5854 4.5542 8.6342
Si 4.3975 1.6035 16.6887
Si 3.9722 10.1673 7.4014
Si 5.5166 5.9734 11.8106
Si 7.3468 4.213 13.2851
Si 13.0753 7.8969 11.3118
O -6.0858 -2.947 19.7947
O -4.3105 5.3628 12.2186
O 8.2397 1.875 28.4797
O 16.1134 9.0272 12.261
O -6.4604 7.1342 11.878
O 3.3957 13.2896 16.0699
O 1.8331 5.3816 10.4024
O 1.8385 5.8658 13.725
O 0.4689 3.8913 23.0401
O 5.8979 21.7984 17.0515
O 22.686 -10.1375 13.8099
O 15.4481 8.0165 14.7404
O 1.0055 8.4771 18.188
O -18.8546 10.6479 12.6229
O 9.4569 17.1126 20.905
O 10.901 32.1634 16.619
O 3.6473 25.8518 9.7691
O 10.0036 6.1779 19.0404
O -10.3436 18.1245 20.5036
O -5.9336 -14.7116 26.2254
O 5.3595 -1.0109 19.7711
O 33.3536 7.4282 20.2053
O -1.5192 18.5039 23.0047
O -11.3438 10.7374 16.2117
O 1.5192 -1.4027 16.2331
O 7.703 -1.2195 24.3235
O 2.7185 10.5491 11.6382
O 8.6753 3.8506 25.0731
O 4.8814 0.7455 21.6404
O -9.0766 -26.8641 17.3547
O 17.4178 -2.781 20.0396
O 7.8033 -0.706 28.6795
O -3.8658 6.4256 23.6875
O -16.4761 10.2984 13.741
O 12.9567 17.5074 25.2602
O -7.2133 10.0283 22.2552
O -1.9036 30.0604 12.7826
O 17.7461 7.0413 23.4922
O -6.4386 -14.4146 14.618
O 23.7769 13.2644 26.2893
Si 21.6104 -0.1507 18.5922
Si 5.7221 10.4638 16.3941
Si 14.3174 15.2856 20.6505
Si 1.6449 13.1961 7.4919
Si 15.2458 7.429 18.4478
Si -0.4559 3.6201 12.7538
Si 13.8686 11.6634 24.1996
Si 3.0076 3.5493 29.197
Si 9.2375 10.7791 21.1594
Si 11.8493 15.1753 22.4368
Si -12.4559 24.5911 15.6175
Si 12.2119 -2.5332 21.8686
Si 13.3576 10.6325 28.7848
Si -3.9129 26.0844 24.9119
Si 21.2605 5.6264 9.4754
Si -0.0431 14.1138 25.5064
Si 1.5045 6.0717 20.26
Si -7.7752 -4.7291 12.1085
Si 6.2659 6.3553 23.4525
Si -2.3266 9.3433 19.0831
Si -4.6425 -5.2634 22.8235
Si 14.578 19.6782 15.5079
Si 16.6319 3.8194 24.5071
Si 10.8418 14.4046 12.2743
Si 4.9544 20.7799 17.9345
Si 8.8961 12.1309 25.2681
Si 21.2381 15.5658 7.2391
Si 8.367 0.3916 19.4967
Si 7.4399 4.966 16.0995
Si 16.2257 0.1947 27.4915
Si 4.4574 6.0686 16.5175
Si 2.2469 -2.4093 29.0374
Si -6.1569 5.8562 20.4807
Si 17.4933 -2.1518 21.5314
Si -0.7206 13.327 13.3772
Si 16.1449 -11.0704 18.4124
Si -0.3753 17.7704 22.1407
Si 8.6163 9.8849 27.1459
Si 3.3069 5.7682 23.4594
Si -4.8527 -0.8337 17.5118
Si 9.6216 6.7918 17.5751
Si 3.8603 1.7696 22.3688
Si 13.4365 -1.5056 16.8171
Si 3.8229 -8.0714 21.3501
Si 6.1784 6.5504 20.5151
Si 7.0528 10.562 23.2545
Si 4.9313 11.9765 21.3364
Si 2.0739 21.4377 23.8937
Si 1.1699 0.6919 21.1713
Si 8.8614 4.9506 26.3196
Si 2.7366 3.4484 16.7251
Si -6.9768 10.4045 8.9763
Si -6.4091 15.5879 21.3495
Si 11.5393 19.2196 15.1481
Si 10.1526 9.652 18.3437
Si 2.0137 6.763 9.4784
O 1.6315 15.7999 17.8649
O 5.7564 7.5769 19.3256
O 39.4622 17.1096 12.1949
O 16.5131 -4.1622 25.1761
O -0.9699 -21.5938 20.919
O 3.5404 -14.4212 21.7207
O 8.2106 13.6904 15.3357
O 18.4337 21.1314 13.1616
O 5.8628 5.2368 16.388
O 10.0925 -0.0583 24.3753
O -6.1518 -4.4107 17.6124
O 15.6774 4.598 25.5982
O -4.01 -4.9683 11.5306
O 27.1024 -3.8705 18.592
O -5.4311 6.8394 21.5754
O 0.4683 -6.7771 19.0032
O 17.8037 1.3429 22.0742
O -12.9865 15.476 10.7545
O 14.0724 -4.4578 26.4805
O -3.1965 -26.3668 17.7237
O -0.2543 -0.1442 11.9373
O 5.032 11.6135 12.1148
O 21.9411 10.5147 14.9488
O -12.1139 -7.8693 17.0693
O 9.6327 17.3756 9.98
O 13.2553 11.2143 22.7408
O -1.2284 2.3919 25.9189
O 3.9826 6.1256 12.315
O 8.4969 -4.272 26.2184
O 21.2735 4.4011 27.8721
O -7.962 24.351 12.6186
O -5.8001 25.7429 18.5088
O 6.1162 19.9982 22.0367
O -10.1911 13.4829 26.0213
O 30.1236 -10.723 13.2371
O 3.5582 -3.684 24.24
O 1.8979 -9.1768 15.2921
O -8.6128 17.6795 23.2594
O 2.6134 17.3923 24.3719
O 10.1818 13.3804 13.4084
O 34.8279 18.7588 26.8131
O 14.873 12.9868 24.396
O 11.4522 26.6359 26.456
O 15.7068 0.1317 14.6296
O 22.9903 -9.9264 10.0343
O 14.096 -4.7717 19.4393
O 13.61 19.4716 10.4549
O -2.1982 12.7016 13.747
O -3.3249 14.2793 23.7803
O 10.7471 -14.6211 21.7595
O -15.6826 18.2112 15.2947
O 4.9921 15.1717 10.5405
O 12.8278 2.0531 21.1594
O 11.4078 -9.9898 13.1466
O 35.1222 -9.604 21.7335
O 3.6366 8.8377 18.3455
O 18.6944 0.6 12.1526
O -3.7657 -8.0101 14.7446
O 25.9792 25.5248 16.0316
O -9.4414 -1.4795 22.3136
O -13.9833 -11.9189 19.5697
O 13.8369 7.853 12.737
O -7.3969 15.5385 22.6503
O 6.2357 7.0077 27.3317
O -13.8905 9.5679 22.6531
O -0.1974 14.3045 21.5341
O 10.6123 32.8285 14.0389
O 1.1981 2.2193 24.9041
O 22.7597 7.1019 24.4422
O 20.5782 1.0644 18.0997
O 4.2308 3.1757 26.193
O 5.9519 -8.2588 12.5464
O 7.7387 -7.5967 14.508
O 0.9971 11.9419 21.5646
O 16.0418 18.9569 21.5883
O 6.4139 32.8103 12.513
O -5.8279 2.0819 11.2556
O 12.5491 11.9814 25.0904
O -7.1465 5.9724 17.0061
O 8.5399 12.2089 20.7917
O -7.0458 1.9341 20.0842
O 6.8678 -12.9493 10.3505
O -2.8642 10.7759 15.4563
O 1.2247 16.3536 8.6711
O 24.9912 6.2557 25.5548
O 20.1159 10.7935 25.7925
O 11.8733 8.7505 22.3801
O -12.4306 37.2608 14.0006
O -3.3227 -1.1968 28.1023
O 21.8653 2.6523 24.7148
O 27.4194 -8.9153 22.8993
O 4.7665 -6.5978 24.1205
O -0.8489 10.3453 24.7409
O -9.2633 9.4568 24.1366
O 14.5034 -5.7253 17.0854
O -2.4426 19.8431 15.086
O -2.4877 -2.5903 20.4303
O 28.8868 -3.4904 10.6142
O -5.075 14.8168 21.8473
O 2.3012 -4.7523 10.4936
O 7.7239 16.1808 16.3563
O 15.5609 3.6042 11.1957
O 8.0435 9.0514 13.3974
O -1.57 10.1162 17.8408
O 5.6726 1.7652 15.667
O 4.0125 6.6569 15.0328
O 7.7178 6.1185 20.285
O -12.9573 -8.0381 20.3381
O -21.2323 -17.4387 23.8301
O -0.7487 2.263 19.0722
O 0.2858 26.442 17.1788
O 4.0315 1.7527 23.9777

Results
free energy: -254261.586 eV
free energy less fixed offsets of O -568.88, Si -635.61 eV per atom: 9.214 eV

Forces (eV/angstrom), in the order of the atoms: element, x, y, z
Si -0.0007 0.0023 -0.0011
Si 0.0012 -0.0017 -0.0028
Si 0.0003 0.0001 -0.0011
Si -0.0026 -0.0007 -0.002
Si -0.0032 -0.0004 -0.0028
Si 0.0012 -0.0001 -0.0023
Si -0.0039 0.0015 -0.0039
Si 0.0018 -0.0002 -0.0032
Si 0.2218 0.304 0.527
Si 0.0564 0.1874 -0.5879
Si -0.0618 0.2647 -0.1843
Si 0.1605 0.1649 0.344
Si -0.0654 -0.2339 -0.2516
Si 0.0412 -0.197 0.3083
Si 0.1508 0.3269 0.106
Si 0.1326 -0.2245 -0.1317
Si 0.0164 0.0418 0.0374
Si -0.1253 0.1184 0.0349
Si 0.0011 -0.0292 -0.0635
Si 0.0123 -0.0136 -0.0226
Si 0.0176 -0.025 -0.0252
Si -0.0473 -0.1056 -0.0336
Si -0.0319 0.1076 -0.007
Si -0.0698 -0.093 -0.0506
Si -0.0683 0.0526 0.3159
Si 0.0861 0.0186 0.2082
Si -0.0314 0.0435 0.0779
Si 0.2001 0.0346 0.2558
Si 0.0353 0.0838 0.2296
Si 0.031 -0.0502 -0.4915
Si 0.0648 -0.0911 -0.5031
Si 0.0707 -0.0254 -0.0919
Si -0.0152 0.0011 0.0016
Si -0.0728 0.0361 0.0306
Si -0.0697 -0.0122 -0.0394
Si -0.0022 0.1277 0.1045
Si 0.0108 -0.0262 -0.014
Si -0.0505 -0.0335 -0.039
Si -0.0351 -0.096 -0.116
Si 0.0978 -0.0026 -0.0592
Si -0.0159 0.0216 0.0765
Si 0.1037 -0.0479 0.042
Si 0.0171 0.0913 0.102
Si 0.004 0.1296 0.1211
Si -0.007 -0.0396 -0.0507
Si 0.0183 0.0268 0.0161
Si 0.0438 -0.1692 -0.141
Si 0.0364 -0.0146 -0.0225
Si 0.0503 0.0645 0.5026
Si -0.2223 0.0277 0.2435
Si -0.124 0.0609 0.3613
Si 0.1813 -0.0156 0.2459
Si -0.0571 -0.0225 -0.5201
Si -0.1067 -0.0646 -0.3397
Si 0.2174 -0.0004 -0.3407
Si -0.3236 -0.0417 -0.1568
Si 0.0514 -0.0504 0.0107
Si 0.0641 -0.0332 0.0142
Si 0.0301 0.0835 -0.0174
Si 0.0266 -0.1375 -0.1448
Si -0.051 0.0854 0.1868
Si 0.0554 0.0859 0.0842
Si 0.0314 0.0079 0.1412
Si -0.0822 -0.0907 -0.0934
Si -0.001 -0.0049 -0.0005
Si 0.0393 -0.0094 0.0056
Si 0.0006 -0.0011 0.003
Si -0.0028 0.0043 0.0088
Si -0.009 0.003 0.0091
Si -0.0001 -0.0023 -0.0024
Si -0.0201 -0.0084 0.005
Si 0.0017 0.0002 -0.0015
Si -0.005 0.0088 0.0069
Si -0.0093 -0.0047 0.0041
Si -0.0012 0.0032 -0.0005
Si 0.0012 -0.0018 0.0013
Si -0.0027 0.0007 0.0006
Si 0.0039 -0.0013 0.0029
Si -0.0006 -0.0019 -0.0012
Si 0.0001 0.0161 0.019
Si -0.0019 -0.012 0.0018
Si 0.0107 0.006 -0.0002
Si 0.0032 -0.0013 -0.005
Si 0.0107 0.0083 0.0003
Si -0.0019 -0.0028 0.008
Si 0.0124 0.0038 0.0109
Si 0.0002 -0.0044 -0.003
Si -0.0029 0.013 -0.0088
Si -0.0131 -0.0102 0.0147
Si 0.001 0.0017 -0.0014
Si -0.0158 0.0106 0.0109
Si -0.0073 0.0076 -0.0046
Si -0.0034 0.0003 -0.0075
Si 0.0149 -0.0029 -0.0129
Si -0.0029 -0.0058 0.0001
Si 0.0061 -0.004 0.0067
Si -0.0001 0.0026 -0.0013
Si 0.0005 0.0042 -0.0071
Si -0.0019 0.0016 0.0021
Si -0.0005 0.0047 -0.0022
Si -0.0031 0.0019 -0.0083
Si 0.0054 -0.0006 0.002
Si 0.0043 -0.0026 0.0021
Si 0.0038 0.0053 -0.0057
Si -0.007 0.0065 -0.0022
Si 0.0002 0.0012 -0.0054
Si -0.0006 -0.0009 -0.0009
Si 0.0044 0 -0.0043
Si -0.0005 -0.0024 0.0029
Si -0.0025 -0.0003 -0.0053
Si -0.004 0.001 0.0014
Si -0.0019 -0.0014 -0.0002
Si -0.0059 -0.0014 -0.0001
Si -0.0024 0.0003 -0.0045
Si -0.0049 -0.0029 -0.0046
Si -0.0027 -0.0013 0.0014
Si -0.0004 0.0006 -0.0011
Si -0.0003 0.0024 -0.0027
Si -0.0011 -0.0011 -0.0049
Si 0.0006 0.0012 -0.0013
Si -0.0012 -0.0012 -0.0028
Si 0.0015 -0.0025 -0.0016
Si 0.0005 -0.0042 0.0004
Si 0.0001 -0.0007 -0.0043
Si -0.0018 0.0008 0.0006
Si 0.0037 0.0006 0.0004
Si -0.0006 -0.0033 -0.0013
Si 0.0016 0.0017 -0.0019
Si -0.2717 0.1206 -0.0961
Si -0.2112 0.1651 0.432
Si 0.012 0.3837 -0.0109
Si -0.0048 -0.3111 -0.9466
Si 0.2092 -0.247 0.5814
Si -0.3263 -0.2522 0.1789
Si 0.3463 -0.1437 -0.3152
Si -0.0482 -0.2758 0.166
Si -0.0014 -0.0023 0.0008
Si -0.0014 0.0055 -0.0061
Si -0.0056 -0.003 0.0026
Si 0.0022 0.0019 -0.0015
Si -0.0065 -0.0023 0.0001
Si 0.0058 0.0026 0.003
Si 0.0086 0.0069 0.0105
Si 0.0022 0.0024 0.0031
Si 0.0026 0.0097 0.0002
Si -0.011 0.0022 0.0161
Si 0.0191 -0.0105 -0.0163
Si 0.0009 0.0016 -0.0026
Si 0.0093 0.0044 0.0037
Si -0.0148 -0.0088 -0.0091
Si -0.0062 0.01 -0.007
Si -0.0025 0.0023 0.0005
Si 0.0058 -0.0015 0.0042
Si 0.0072 -0.0021 -0.0053
Si -0.001 0.0089 -0.0052
Si -0.0018 -0.0029 -0.0086
Si -0.0176 0.0025 0.0041
Si 0.0487 -0.0013 0.0081
Si 0.009 -0.0185 0.004
Si 0.0029 -0.0073 0.0073
Si 0.0092 -0.001 0.0013
Si 0.0169 -0.0027 -0.0045
Si -0.0081 -0.0108 -0.0039
Si 0.0016 -0.0024 0.0054
Si -0.0017 0.0012 -0.0058
Si 0.1193 -0.1445 0.0407
Si -0.0035 -0.0054 0.0151
Si 0.0071 -0.012 -0.0002
Si 0.0122 0.008 -0.0107
Si 0.0046 -0.0048 0.0007
Si -0.0035 -0.0043 -0.0077
Si 0.0008 -0.0028 0.0012
Si -0.0147 0.0134 0.0028
Si -0.0031 0.0007 0.0181
Si 0.0042 -0.0015 0.0022
Si -0.0052 0.0057 -0.0098
Si -0.0121 0.0075 0.0054
Si 0.0134 -0.0061 -0.0162
Si -0.0129 0.0128 0.0257
Si 0.0041 -0.0068 -0.0047
Si 0.0078 0.0067 0.0023
Si -0.0054 0.0058 -0.0038
Si -0.0113 0.0414 -0.0505
Si 0.0051 0.0019 0.0071
Si 0.0048 0.0079 0.0125
Si -0.0175 0.0093 -0.017
Si -0.0924 0.0443 0.0573
Si 0.0053 0.011 -0.0093
Si -0.0006 0.0107 -0.0055
Si 0.002 -0.0168 -0.032
Si -0.0036 0.0095 0.0272
Si -0.0209 0.0019 -0.0126
Si -0.0009 0.0039 -0.0003
Si 0.0001 -0.0045 -0.003
Si -0.0162 0.0054 0.065
Si 0.0052 0.0023 -0.0078
Si -0.0023 0.0093 -0.0065
Si -0.0135 0.005 0.0018
Si -0.0247 0.0184 -0.0083
Si 0.0181 -0.0061 -0.0083
Si 0.0011 -0.0038 0.0006
Si 0.0001 -0.0064 -0.0025
Si -0.0223 0.0058 0.0202
Si 0.0083 -0.0047 -0.0038
Si -0.0311 0.0355 -0.0515
Si -0.008 -0.0075 -0.0039
Si -0.0066 0.0061 -0.0009
Si -0.0013 0.0005 0.0021
O -0.0026 0.0025 -0.005
O 0.0017 -0.0061 -0.0037
O -0.0013 0.0018 0.0003
O -0.0083 0.0064 0.0028
O 0.011 0.0002 0.0021
O -0.003 0.0029 0.0022
O -0.01 0.0051 0.0117
O -0.0101 -0.0078 0.0066
O -0.005 0.0154 0.0032
O -0.0004 0.0022 0.0021
O -0.0015 -0.0059 0.0024
O 0.0029 -0.0035 0.0025
O -0.0009 -0.0003 -0.0005
O 0.001 0.0042 -0.0009
O -0.0025 -0.003 -0.001
O -0.0021 0.0004 0.0038
O 0.0099 -0.0106 -0.0413
O 0.0003 0.0011 -0.0038
O -0.0077 -0.0027 0.0019
O 0.0084 -0.0025 -0.0052
O 0.0018 0.0019 -0.0036
O -0.0017 -0.0007 0.0009
O 0.01 -0.0056 -0.0096
O 0.0019 -0.001 0.002
O -0.0005 0.004 -0.0001
O -0.0076 -0.0175 -0.0089
O 0 -0.0019 -0.0025
O 0.0049 0.0018 -0.0076
O -0.0089 -0.0069 -0.0046
O 0.0049 0 0.0029
O -0.0009 -0.001 -0.0038
O -0.0052 0.0014 0.0079
O -0.0004 -0.002 0.0005
O 0.0021 0.0045 0.0052
O -0.0026 -0.0008 -0.0039
O -0.0068 0.0013 0.0001
O 0.0099 -0.0035 -0.0079
O 0.0014 -0.0063 -0.0034
O 0.0032 0.0023 0.0043
O -0.0017 0.0006 -0.007
Si -0.009 0.0003 0.0018
Si -0.0049 -0.002 -0.0113
Si -0.0038 -0.0015 0.0018
Si -0.0043 -0.0052 -0.0086
Si -0.0061 0.0005 -0.0034
Si -0.0025 0.0005 0.0075
Si 0.0009 -0.0015 0.002
Si -0.0071 -0.0027 -0.0045
Si 0.0023 -0.0007 -0.0004
Si -0.0058 0.0033 -0.0011
Si -0.0041 -0.0042 -0.0091
Si -0.002 -0.0043 0.0038
Si -0.0107 0.016 -0.0042
Si -0.0033 -0.0061 -0.0018
Si 0.0223 0.0098 -0.0192
Si -0.0053 -0.0093 0.011
Si -0.0047 0.0001 -0.0034
Si -0.0084 -0.0066 -0.0142
Si 0.0092 -0.0025 -0.0039
Si -0.0055 -0.003 0.0094
Si 0.0023 -0.004 -0.0018
Si -0.0066 0.0118 -0.0028
Si -0.017 0.0003 -0.0108
Si -0.0019 0.0101 0.0011
Si -0.0051 -0.0037 0.0015
Si -0.0067 -0.0032 -0.0085
Si -0.0013 0.0074 -0.0089
Si 0.0006 -0.001 0.0092
Si 0.0043 0.0002 -0.0063
Si 0.0056 -0.0106 0.0026
Si 0.0003 0.0062 -0.0027
Si -0.0043 0.0012 -0.002
Si 0.0025 0.0028 -0.0012
Si 0.0012 0.0033 0.0003
Si -0.0001 -0.0078 -0.0017
Si -0.0043 -0.0035 0.0064
Si -0.0052 -0.0005 0.0167
Si -0.0055 -0.0154 0.0026
Si -0.0088 0.0088 0.0029
Si -0.0032 0.0034 -0.0028
Si 0.0042 -0.0038 -0.0021
Si -0.002 -0.0119 -0.001
Si -0.0093 -0.0003 -0.0005
Si -0.003 -0.0088 -0.014
Si 0.0028 -0.0029 -0.0013
Si -0.0152 0.0213 -0.0038
Si 0.007 0.0006 0.0172
Si -0.0082 0.0062 0.0044
Si -0.0002 -0.0017 0.0029
Si -0.006 0.0033 0.0124
Si 0.0017 -0.0003 -0.0017
Si 0.002 0.0055 0.0051
Si 0.0026 0.0024 0.0035
Si -0.0074 0.0006 -0.0057
Si 0.0009 -0.0123 0.0058
Si 0.0053 0.0117 -0.0106
O -0.0031 0.0011 -0.0012
O -0.003 0.004 -0.0014
O 0.0008 -0.0062 -0.0013
O 0.0042 -0.0101 -0.0076
O 0.0035 0.0025 0.0007
O -0.0001 -0.0023 0.0014
O 0.0004 -0.0028 0.001
O -0.0039 -0.0039 0.0034
O -0.0053 -0.0035 0.0012
O -0.004 -0.0017 -0.0009
O -0.0016 0.0047 0.0005
O 0.0063 -0.0038 -0.0137
O -0.0038 -0.0026 -0.0035
O -0.0006 0.0035 -0.0031
O -0.0029 0.0005 -0.0002
O 0.0019 -0.0001 0.0022
O 0.0045 0.0017 0.0003
O -0.0101 0.0041 0.0004
O -0.0121 -0.0001 0.0125
O -0.003 -0.0003 0.0012
O -0.0034 -0.0004 -0.0041
O -0.0132 0.0051 0.0176
O -0.0116 0.0025 0.0147
O -0.0032 0.0001 -0.0026
O 0.007 -0.0118 0.0021
O -0.0013 0.0012 -0.0019
O -0.0006 0.0028 -0.0036
O -0.004 0.0005 0.0085
O -0.005 0.004 -0.0032
O -0.0102 0.0039 -0.0029
O 0.0165 0.0052 0.0018
O 0.0027 -0.0006 -0.0054
O -0.0044 0.0009 0.0036
O 0.0047 -0.008 -0.0001
O -0.004 0.0053 -0.0037
O 0.0065 0.0028 0.0069
O -0.0039 0.005 0.0003
O -0.0075 0.0018 0.0021
O 0.0024 0.003 -0.0006
O 0.0002 0.0014 0
O 0.0076 0.0093 -0.0034
O 0.0007 0.0046 -0.001
O 0.0001 -0.0029 -0.0033
O 0.0067 0.0011 0.0021
O -0.0041 0.0147 0.0046
O -0.0004 0.0002 -0.0024
O -0.001 -0.0058 -0.0017
O -0.0039 0.0032 0.002
O 0.0002 -0.0016 0.0011
O -0.0047 0.001 -0.003
O 0.0075 -0.0102 -0.0016
O -0.0012 -0.0081 0.0068
O -0.0004 -0.0003 -0.0033
O -0.0023 -0.0102 -0.0011
O -0.0003 0.0056 -0.0004
O 0.001 0 -0.0019
O -0.0004 0.0046 -0.005
O 0.0021 -0.0046 0.0001
O 0.0025 0.0054 0.001
O 0.0101 -0.0025 0.0149
O -0.0005 0.0033 -0.004
O 0.0028 -0.0023 0.0022
O -0.0033 -0.0006 -0.0032
O -0.0116 0.0002 -0.0033
O -0.0006 -0.004 0.0009
O 0.002 -0.0011 0
O 0.0022 -0.0027 -0.0023
O 0.001 0.0088 -0.0073
O -0.0103 0 0.0021
O -0.0019 -0.003 0.0026
O -0.0032 0.0016 -0.0055
O 0.0023 -0.0012 0.0036
O -0.0029 -0.0032 -0.0014
O -0.0001 0.0007 -0.0004
O -0.0045 -0.0101 0.0005
O -0.0092 -0.0077 0.004
O 0.008 -0.0069 0.0006
O -0.0054 0.0004 0.0011
O -0.0041 0 -0.0008
O -0.0026 0.0038 -0.0059
O -0.0055 -0.006 -0.0054
O 0.008 -0.0013 -0.017
O 0.0021 0.0013 -0.0034
O 0.0017 -0.0122 -0.0126
O -0.0009 0.0042 -0.003
O 0.0065 -0.0252 -0.0138
O -0.0002 0.0032 -0.0018
O -0.0012 0.0015 -0.0031
O 0.0142 -0.0185 -0.0017
O 0.0074 0.0043 -0.0019
O -0.001 -0.0023 -0.0015
O -0.004 -0.0029 0
O -0.0037 0.0004 -0.0028
O -0.0099 0.0081 -0.0066
O -0.0015 -0.0009 -0.0006
O 0.0058 0.0014 0.0006
O -0.0007 0.0004 -0.0046
O 0.0073 0.0026 -0.0043
O -0.0014 -0.0015 -0.0014
O -0.0032 -0.009 -0.0086
O -0.0016 -0.0045 0.0022
O -0.0146 -0.0044 -0.003
O 0.0017 -0.01 -0.0045
O 0.0026 0.0007 0.0006
O -0.0016 0 0.0016
O -0.0038 -0.0038 0.0045
O -0.0071 0.0002 -0.001
O -0.0003 0.0056 0.0048
O -0.0056 0.0039 -0.0024
O 0.0009 0.001 -0.0049
O -0.0004 0.002 0.0036
O -0.0069 0.0003 -0.0149

The program warned: the cutoff lies below the one the program advises for these potential files; the exchange-correlation potential is rough where the density is thin.
